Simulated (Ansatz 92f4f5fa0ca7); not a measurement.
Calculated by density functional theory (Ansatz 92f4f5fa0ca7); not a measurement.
Periodic cell of 226 atoms, Si133O92As1, from a study of silicon, its oxide and their interface. The atomic structure is a simulated model.
Doubt: the cutoff is far below the 930 eV that the study's wrapper takes by default for these files, so forces and energies are approximate.
This geometry differs little from another in the collection (a relaxation step or a small displacement).

Settings: functional PBE; potential files Ansatz PAW; basis plane waves; wave-function cutoff 580 eV; density cutoff ratio 5; exchange-correlation grid ratio 1; k mesh 1 x 1 x 1, Gamma-centred; self-consistency stop 5e-08 eV per atom in the density residual; occupations fixed; spin none; net charge +1 e, with a uniform compensating background and no finite-size correction.

Cell vectors (angstrom)
a 10.938 0 0
b 0 10.938 0
c 0 0 31.9494

Atoms: element, x, y, z (angstrom)
Si 10.6231 -0.0006 24.3941
Si 5.0762 0.1218 24.6532
Si 2.8255 2.2872 24.5182
Si 8.5667 2.4368 24.5452
Si 10.7041 5.5764 24.3209
Si 5.1575 5.6116 24.4325
Si 2.9882 7.9555 24.384
Si 8.4119 7.8229 24.4028
Si 1.2796 1.1308 25.8275
Si 6.8143 1.3283 25.7255
Si 3.9862 4.0072 25.7161
Si 9.6885 4.014 25.8406
Si 1.3494 6.7837 25.6521
Si 6.801 6.7176 25.7407
Si 4.0057 9.4491 25.947
Si 9.4706 9.4531 25.786
Si 2.6628 -0.1129 27.2469
Si 8.1298 -0.0663 27.1397
Si 0.0808 2.656 27.2074
Si 5.4488 2.7176 27.0968
Si 2.6659 5.407 27.1008
Si 8.1932 5.3644 27.1189
Si -0.0307 8.1121 27.0856
Si 5.5198 8.1379 27.1793
Si 4.093 1.3314 28.5065
Si 9.5347 1.3245 28.4903
Si 1.3905 4.0651 28.564
Si 6.8058 4.0581 28.5151
Si 4.0883 6.7646 28.4727
Si 9.5487 6.7679 28.4953
As 1.285 9.475 28.6372
Si 6.824 9.5363 28.5636
Si -0.0847 0.0232 29.9813
Si 5.4577 -0.0128 29.8993
Si 2.7747 2.7208 29.9015
Si 8.183 2.7056 29.8786
Si -0.016 5.4314 29.8925
Si 5.4595 5.4444 29.8913
Si 2.7776 8.1022 29.9568
Si 8.2181 8.1736 29.8827
Si 1.3863 1.3851 31.2698
Si 6.824 1.37 31.2661
Si 4.1205 4.0843 31.2829
Si 9.5439 4.0834 31.2583
Si 1.3381 6.8012 31.2895
Si 6.8294 6.8397 31.2498
Si 4.0951 9.5772 31.2783
Si 9.5444 9.5262 31.3066
Si 2.7388 0.019 0.699
Si 8.2013 0.0222 0.6795
Si 0.0034 2.7555 0.6881
Si 5.4884 2.7489 0.7165
Si 2.7473 5.4622 0.6856
Si 8.2068 5.4936 0.6745
Si 0.0184 8.2125 0.729
Si 5.4825 8.2202 0.6938
Si 4.1068 1.3915 2.0793
Si 9.6012 1.3631 2.0449
Si 1.3569 4.1482 2.0655
Si 6.8447 4.16 2.0571
Si 4.0949 6.8574 2.0444
Si 9.575 6.8442 2.0792
Si 1.3741 9.6229 2.0808
Si 6.8365 9.6316 2.0557
Si 0.0258 0.0474 3.4856
Si 5.4862 0.0468 3.4645
Si 2.7152 2.778 3.4116
Si 8.2605 2.7904 3.3461
Si 0.028 5.5226 3.4872
Si 5.4729 5.5366 3.4341
Si 2.7438 8.2454 3.4071
Si 8.2405 8.2944 3.3928
Si 1.375 1.4662 4.8544
Si 6.9128 1.4871 4.7325
Si 4.0602 4.1631 4.7618
Si 9.6031 4.0848 4.7906
Si 1.3674 6.9824 4.849
Si 6.8369 6.9997 4.7371
Si 4.0997 9.5789 4.799
Si 9.6193 9.5859 4.8478
Si 2.7588 0.0429 6.1377
Si 8.2953 0.1318 6.0951
Si 0.0183 2.8076 6.3168
Si 5.5136 2.8473 6.0715
Si 2.7553 5.6003 6.141
Si 8.2551 5.6066 5.9569
Si 0.0479 8.3147 6.3757
Si 5.5023 8.3107 6.2327
Si 4.4218 1.1919 7.3283
Si 9.8114 1.1583 7.629
Si 1.1797 4.5142 7.5111
Si 6.6444 4.5496 7.2487
Si 4.3251 6.7119 7.5449
Si 9.7268 6.6231 7.5046
Si 1.2828 9.9495 7.7041
Si 6.7228 9.9776 7.4169
O 9.5816 1.2369 23.9704
O 4.1023 6.8019 23.9391
O 4.0144 1.234 24.0159
O 9.5351 6.6943 23.8989
O -0.0253 5.5579 8.0108
O 5.571 0.1382 7.9068
O 0.074 0.0974 8.1408
O 5.5375 5.6205 7.8754
O 7.6114 3.9576 8.4209
O 8.7202 7.0593 8.7543
O 2.1864 9.4643 9.0301
O 8.8942 1.6823 8.9246
O 7.6287 9.486 8.7039
O 3.5938 1.834 8.585
O 3.5793 7.2289 8.9408
O 2.0691 4.0248 8.8163
O 8.1362 3.5021 23.3602
O 0.4605 4.9323 22.9502
O 1.8771 2.7322 23.2563
O 5.8341 4.9132 23.1064
O 5.5224 9.9513 23.5269
O 2.4473 8.7011 23.0152
O 0.1923 10.0577 23.0805
O 7.7922 8.5776 23.071
Si 8.6593 7.7 18.4337
Si 8.7871 6.3628 13.6339
Si 3.7954 1.5426 14.7378
Si 2.1401 5.7505 17.6234
Si 2.4233 3.1437 19.4839
Si 9.817 9.0359 12.0843
Si 1.3335 9.4215 22.0556
Si 9.175 0.9703 13.1954
Si 1.4242 5.0589 13.0289
Si 1.7955 8.2581 12.8186
Si 6.6416 9.5453 22.4207
Si 4.5285 4.6035 15.7072
Si 8.214 3.0269 9.59
Si 0.8427 8.2452 19.2495
Si 6.9445 1.3483 21.0879
Si 8.2301 8.3245 9.6806
Si 10.8896 5.2075 15.6073
Si 7.5706 9.5047 16.3137
Si 9.9296 2.0549 20.2898
Si 3.2192 8.5178 9.9196
Si 6.6985 3.3439 17.4
Si 1.1678 0.2128 19.7907
Si 3.236 2.8193 12.3038
Si 7.2224 5.3911 19.6692
Si 5.7489 8.6775 11.5499
Si 5.7869 6.0798 13.2035
Si 4.6344 9.7024 17.6186
Si 1.0217 3.5916 22.1619
Si 4.8995 1.4793 18.792
Si 3.1969 3.091 9.525
Si 6.4533 10.8291 13.7907
Si 10.3524 0.1185 15.9684
Si 5.6631 3.6641 11.16
Si 9.8458 3.9047 11.9074
Si 2.345 9.9256 15.5434
Si 6.0763 8.1151 19.7915
Si 6.9375 3.9747 22.356
Si 9.7554 2.7763 17.3577
O 7.197 6.3831 13.9762
O 1.8861 7.0608 18.6764
O 10.2938 4.0399 16.5304
O 6.1678 9.9593 17.0553
O 10.1492 0.7086 14.4674
O 8.4489 6.1162 18.848
O 5.1737 0.693 14.435
O 5.7226 2.0495 17.5165
O 8.35 1.932 20.5707
O 1.9927 4.3058 18.4111
O 6.9658 2.8123 10.6384
O 4.8718 2.7116 12.2193
O 6.0306 4.3956 16.3479
O 4.5685 3.9219 9.9352
O 10.6849 2.7768 21.5525
O 9.7233 6.1636 14.9703
O 6.0093 6.4791 19.836
O 4.0815 0.1658 18.2821
O 9.2586 10.5577 12.2722
O 2.8564 4.363 12.7081
O 1.9122 10.7099 21.2055
O 3.9987 2.718 19.3805
O 0.7316 10.0429 15.9613
O 1.2788 9.8044 18.8328
O 1.71 1.6693 19.2685
O 8.9429 10.3925 16.4989
O 4.8734 8.58 18.7906
O 9.58 8.7555 10.4882
O 6.7558 4.0751 18.8551
O 2.8421 1.7223 13.4105
O 5.8244 8.7588 21.2648
O 2.5444 2.4518 10.8777
O 7.6245 4.852 21.164
O 5.2114 7.4861 12.557
O 0.4345 9.0729 12.502
O 7.5834 1.066 13.5746
O 7.1106 9.6416 14.7435
O 8.9794 5.0354 12.6973
O 8.0912 8.0409 16.9102
O 6.2115 2.5755 21.9015
O 2.4629 9.0721 14.1081
O 0.4286 4.4954 11.8632
O 0.8177 8.3139 20.9281
O 9.3933 3.8397 10.3475
O 9.6589 2.3895 12.527
O 7.6227 8.5578 19.3978
O 2.5511 8.1751 11.3665
O 3.9785 3.062 15.3793
O 0.8346 4.4912 14.4391
O 10.0405 2.9958 18.9555
O 9.1452 7.8083 12.946
O 10.5161 0.5355 20.0794
O 6.0308 5.0511 11.9346
O 8.1563 2.7417 17.0033
O 3.5376 5.4809 16.7307
O 4.6711 9.136 10.3835
O 1.5349 6.6796 13.1826
O 4.7611 5.4952 14.3449
O 2.0637 3.8412 20.9293
O 10.5545 1.4102 16.9509
O 0.9481 6.0743 16.555
O 7.309 10.9568 21.9583
O 5.9313 0.9078 19.9145
O 6.0683 10.0383 12.4046
O 2.8504 0.5472 15.6074
O 7.0526 8.0228 10.777
O 10.2442 8.019 18.6876
O 3.4456 9.1953 16.5764

Results
free energy: -141734.158 eV
free energy less fixed offsets of As -4856.12, O -568.88, Si -635.61 eV per atom: -4.948 eV

Forces (eV/angstrom), in the order of the atoms: element, x, y, z
Si 0.0013 -0.0037 -0.0205
Si 0.0191 0.002 -0.0292
Si 0.0023 0.0206 -0.0332
Si -0.0064 0.0043 -0.0147
Si -0.0023 0 -0.0088
Si 0.0025 0.0001 -0.0097
Si 0.0012 -0.0072 -0.018
Si -0.0008 -0.0039 0.0005
Si -0.0081 -0.0019 0.0073
Si -0.002 -0.0045 -0.0004
Si -0.0082 0.0026 0.0024
Si 0.003 0.0062 0.0006
Si 0.0035 0.0036 0.0077
Si 0.0047 0.0025 0.0019
Si 0.0025 -0.0126 0.0063
Si 0.0012 0.0006 0.0079
Si -0.0148 -0.0107 0.0097
Si 0.0009 -0.0018 -0.0016
Si 0.0035 0.0028 0.0017
Si 0.0063 0.0039 0.0015
Si 0.0018 0.0002 -0.0057
Si -0.0024 0.0039 -0.0026
Si 0.0083 0.0066 -0.0035
Si 0.0023 -0.0004 -0.0017
Si 0.0017 0.0026 0.0093
Si -0.0009 -0.0016 0.0023
Si -0.0068 0.0009 -0.0051
Si -0.0019 -0.0035 0.0029
Si -0.0027 0.0034 0.0025
Si -0.0068 -0.0032 0.0069
As 0.0052 0.0045 -0.0061
Si -0.0017 0.0016 -0.0061
Si 0.0023 -0.0047 -0.0044
Si -0.0023 0.0007 0.0025
Si 0.0016 -0.0077 0.0019
Si 0.0019 0.0038 0.0011
Si -0.0004 0.0012 0.0031
Si 0.0046 0.0002 0.0005
Si -0.0028 0.0007 -0.0037
Si 0.0025 -0.0074 0.0013
Si 0.0027 0.0013 0.0017
Si -0.0004 0.0005 -0.0021
Si 0.0006 0.0034 0.0004
Si -0.002 -0.0012 -0.0008
Si -0.001 0.0006 0
Si -0.0009 0 0.0002
Si -0.0001 0.0024 0.0006
Si 0.0007 0.0009 0.0014
Si 0.0032 0.0013 -0.0016
Si 0.0002 -0.0002 0.0004
Si -0.0016 0.0016 0.0003
Si 0.0024 -0.0005 0.0018
Si -0.0001 -0.0005 0.0006
Si 0.0001 -0.0008 -0.0004
Si -0.0003 -0.0027 0.0013
Si 0.0014 -0.0016 0.0013
Si -0.0015 -0.0005 0.0016
Si 0.0059 -0.0022 -0.0025
Si -0.0036 0.0014 0.0004
Si -0.0042 0.0039 -0.0018
Si 0.0006 0.0028 -0.0022
Si 0.0021 0.0008 0.0014
Si -0.0042 0.0008 -0.0013
Si -0.0062 0.0011 -0.0003
Si -0.0028 -0.0009 -0.0039
Si 0.0004 0.0013 -0.0034
Si 0.0053 -0.0014 0.0021
Si -0.0051 -0.0018 0.0112
Si -0.0031 -0.001 -0.0058
Si 0.0031 -0.0042 -0.0004
Si 0.0025 -0.0022 0.0044
Si -0.0008 -0.0089 0.0048
Si 0.0033 0.0013 0.0016
Si 0.0039 0.005 -0.0029
Si -0.0003 -0.0023 -0.0035
Si -0.0006 -0.002 -0.0017
Si 0.0045 0.0022 0.001
Si 0.0034 0.0031 -0.0031
Si -0.0017 -0.0028 -0.0013
Si 0.0017 0.0001 0.0017
Si -0.0031 -0.0011 -0.0031
Si -0.0012 0.0014 -0.0053
Si -0.0012 -0.0002 -0.0042
Si 0.0011 -0.0014 -0.0044
Si -0.003 0.0009 -0.0032
Si 0.0001 0.0022 -0.004
Si -0.0011 0.0006 -0.0041
Si -0.0003 -0.0002 -0.0054
Si 0.0013 0.0009 0.0112
Si -0.003 0.0008 0.0138
Si 0.0046 0.0009 0.014
Si 0.0013 -0.002 0.0108
Si -0.0019 0.0011 0.0171
Si -0.0016 -0.0002 0.0117
Si 0.0038 -0.0005 0.0136
Si 0.0034 -0.002 0.0147
O 0.0061 -0.0033 0.0042
O -0.0022 -0.0012 -0.0006
O -0.0065 -0.0081 0.0205
O -0.0048 -0.0061 -0.0082
O -0.0016 0 -0.0031
O -0.0021 0.002 -0.0019
O 0.0017 0.0001 -0.0027
O -0.0004 0 -0.0027
O -0.0042 0.0045 -0.008
O 0.0055 -0.0054 -0.0092
O -0.0072 0.0051 -0.0113
O 0.0055 -0.0053 -0.0096
O -0.0046 0.0048 -0.0093
O 0.0032 -0.005 -0.0082
O 0.0039 -0.0045 -0.0102
O -0.007 0.0043 -0.0096
O 0.0056 -0.0055 0.0093
O -0.0025 0.0039 0.0089
O 0.0089 -0.0091 0.0139
O -0.0054 0.006 0.0094
O -0.0067 0.013 0.009
O 0.0052 -0.0037 0.0139
O -0.0071 0.0086 0.0147
O 0.0031 -0.0028 0.0054
Si 0.0004 -0.0002 -0.0043
Si -0.0001 -0.0001 0.0029
Si -0.0001 0.0005 0.0016
Si 0.0004 -0.0004 -0.003
Si 0.0004 -0.0001 -0.0042
Si -0.0003 -0.0003 0.0047
Si -0.0005 -0.0008 -0.0102
Si 0.0001 -0.0001 0.004
Si 0.0003 0.0001 0.0035
Si 0.0003 -0.0002 0.0044
Si -0.0042 0.006 -0.0051
Si 0.0001 0 -0.0002
Si -0.0009 0.0023 0.0077
Si 0.0003 -0.0002 -0.0046
Si 0.0003 0.0002 -0.0041
Si -0.0021 0.0008 0.0077
Si 0.0007 -0.0004 0.0002
Si 0 0.0001 -0.0009
Si -0.0016 0.0007 -0.0047
Si 0.0026 -0.0007 0.009
Si -0.0001 -0.0007 -0.003
Si -0.0002 0.0008 -0.0048
Si 0.0003 0.0007 0.005
Si 0.0002 -0.0009 -0.0048
Si 0.0009 -0.0002 0.0046
Si -0.0003 -0.0002 0.0035
Si 0 0.001 -0.0029
Si 0.0004 -0.0022 -0.01
Si 0.0003 0.0003 -0.0045
Si 0.002 0.0014 0.0081
Si -0.0001 -0.0002 0.0028
Si 0.0004 0.0005 -0.0003
Si 0 0.0008 0.0042
Si 0.0005 0.0002 0.0048
Si 0.0003 0.0003 0.0001
Si -0.0003 -0.0004 -0.0061
Si 0.0001 -0.0025 -0.007
Si -0.0001 -0.0001 -0.0021
O 0.0001 0.0001 -0.001
O -0.0002 0.0005 0.0023
O 0.0005 0.0006 0.0008
O -0.0001 -0.0001 0.0012
O -0.0002 0.0001 -0.0011
O 0.0003 0.0002 0.0019
O 0.0004 -0.0003 -0.0008
O 0.0001 0.0002 0.0016
O -0.001 -0.0017 0.003
O -0.0003 0 0.0018
O 0.0013 -0.0005 -0.0027
O 0.0002 -0.0003 -0.0019
O 0.0001 0.0002 0.0009
O -0.0012 -0.0007 -0.0028
O 0.0003 0.0003 0.0035
O -0.0003 0.0002 -0.0004
O 0.0005 0.0003 0.0028
O 0.0001 -0.0006 0.002
O 0.0002 -0.0007 -0.0026
O -0.0001 -0.0005 -0.0016
O -0.0002 -0.0017 0.0038
O -0.0001 0 0.0019
O 0 0 0.0005
O 0.0002 -0.0002 0.003
O 0 0 0.002
O 0.0001 0.0001 0.0009
O 0 0 0.0027
O -0.0003 -0.0001 -0.003
O 0 0.0001 0.0024
O -0.0002 0 -0.002
O 0.0009 0.0008 0.0049
O 0.0001 0.0004 -0.0037
O -0.0011 -0.0007 0.004
O -0.0001 0.0003 -0.002
O 0.0004 0.0001 -0.0024
O 0.0002 0.0003 -0.0015
O 0 0.0002 -0.0008
O -0.0001 -0.0005 -0.0025
O 0.0002 0.0001 0.0009
O 0.0009 -0.0004 0.0016
O 0 -0.0003 -0.0014
O -0.0004 -0.0003 -0.0021
O 0.0008 0.0015 0.0037
O -0.0012 -0.0012 -0.0033
O 0 0.0005 -0.0019
O -0.0009 -0.0001 0.0028
O 0.0005 0.0006 -0.0046
O -0.0002 -0.0006 -0.0002
O -0.0001 0.0001 -0.0009
O 0 -0.0002 0.0022
O 0 0.0006 -0.0019
O -0.0004 0.0001 0.002
O 0.0001 -0.0003 -0.0022
O -0.0002 -0.0002 0.0014
O 0.0006 -0.0003 0.0006
O -0.0018 -0.0007 -0.0032
O 0.0002 0.0006 -0.0015
O 0.0003 0.0004 -0.0012
O -0.0012 -0.0002 0.0045
O 0.0001 -0.0004 0.0011
O -0.0006 -0.0001 0.0006
O -0.0028 -0.0031 0.003
O 0.0013 -0.0004 0.003
O 0 -0.0002 -0.002
O 0 -0.0001 0
O 0.0009 0.0003 -0.0032
O -0.0002 -0.0001 0.0021
O -0.0004 -0.0003 0.0009

The program warned: the cutoff lies below the one the program advises for these potential files; the exchange-correlation potential is rough where the density is thin.
